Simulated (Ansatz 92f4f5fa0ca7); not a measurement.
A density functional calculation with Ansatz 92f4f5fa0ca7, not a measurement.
Periodic cell of 215 atoms, Si133O82, from a study of silicon, its oxide and their interface. The atomic structure is a simulated model.
Doubt: the cutoff is far below the 930 eV that the study's wrapper takes by default for these files, so forces and energies are approximate.

Settings
functional: PBE
potential files: Ansatz PAW
basis: plane waves
wave-function cutoff: 580 eV
density cutoff ratio: 5
exchange-correlation grid ratio: 1
k mesh: 1 x 1 x 1, Gamma-centred
self-consistency stop: 5e-08 eV per atom in the density residual
occupations: fixed
spin: none
net charge: 0

Cell vectors (angstrom)
a 10.938 0 0
b 0 10.938 0
c 0 0 31.5377

Atoms and the computed forces on them: element, x, y, z (angstrom), force x, y, z (eV/angstrom)
Si 0.4972 -0.3848 24.1479 -0.0153 0.0222 -0.0648
Si 5.0371 0.6441 24.1248 0.0653 -0.0154 -0.123
Si 3.2641 2.3593 24.1004 -0.0454 0.0234 -0.1134
Si 7.8678 3.3267 24.1394 0.0195 0.0037 -0.0395
Si -0.6608 5.9564 24.0205 0.0127 -0.015 -0.0412
Si 6.1591 5.0328 24.2926 0.0209 -0.0457 -0.0885
Si 2.215 8.8195 24.1733 0.0003 -0.0001 -0.105
Si 8.6503 7.7903 24.253 -0.0584 0.044 -0.0979
Si 1.4562 1.4056 25.3405 -0.0122 0.0442 0.049
Si 6.867 1.4898 25.3352 0.0251 -0.0238 0.023
Si 4.2067 4.1308 25.3408 -0.0306 0.0397 0.0214
Si 9.5748 4.211 25.4635 0.0022 -0.0247 0.0261
Si 1.2873 6.8782 25.2006 0.0126 -0.0613 0.0206
Si 6.9233 6.8494 25.5387 -0.0172 0.0699 0.0077
Si 4.0936 9.6982 25.3238 0.025 -0.0294 0.0111
Si 9.6529 9.5865 25.3946 -0.0134 0.0213 -0.007
Si 2.7349 0.032 26.7894 0.0085 -0.0127 -0.0273
Si 8.1995 0.0194 26.6903 0.0173 0.0127 -0.0121
Si 0.0259 2.7458 26.7054 -0.0001 -0.0079 -0.0108
Si 5.4878 2.7577 26.7902 -0.0212 0.0048 -0.0314
Si 2.7154 5.4988 26.6355 -0.0004 0.0005 -0.0078
Si 8.2167 5.4704 26.8876 0.0072 -0.0152 -0.0319
Si 0.0134 8.1761 26.7687 0.0222 0.0142 -0.0297
Si 5.4372 8.2516 26.7131 -0.0081 0.0102 0.0055
Si 4.1018 1.3673 28.1194 0.1631 0.1373 0.3235
Si 9.5708 1.3673 28.1194 0.0331 0.0691 -0.4683
Si 1.3673 4.1018 28.1194 0.1958 0.19 -0.4939
Si 6.8362 4.1018 28.1194 -0.1004 -0.1031 0.7721
Si 4.1018 6.8362 28.1194 -0.271 0.121 -0.5805
Si 9.5708 6.8362 28.1194 0.3329 0.2088 0.7382
Si 1.3673 9.5708 28.1194 0.0987 -0.1378 0.1119
Si 6.8362 9.5708 28.1194 -0.0347 0.2041 -0.3713
Si 0 0 29.4867 -0.0014 -0.0547 -0.0265
Si 5.469 0 29.4867 0.0096 0.0676 0.0256
Si 2.7345 2.7345 29.4867 0.1317 0.0323 -0.0042
Si 8.2035 2.7345 29.4867 -0.052 0.0516 0.0387
Si 0 5.469 29.4867 0.0011 0.1318 0.0367
Si 5.469 5.469 29.4867 0.0695 -0.0832 -0.0009
Si 2.7345 8.2035 29.4867 0.0044 0.0497 0.0222
Si 8.2035 8.2035 29.4867 0.1172 -0.0127 -0.0024
Si 1.3673 1.3673 30.8539 -0.0244 0.0247 -0.0017
Si 6.8362 1.3673 30.8539 0.0343 -0.0386 -0.0263
Si 4.1018 4.1018 30.8539 -0.0715 0.0373 0.015
Si 9.5708 4.1018 30.8539 0.0452 -0.0479 -0.0402
Si 1.3673 6.8362 30.8539 0.0146 -0.0625 -0.0218
Si 6.8362 6.8362 30.8539 -0.0652 0.0575 -0.0014
Si 4.1018 9.5708 30.8539 0.0146 -0.053 -0.0319
Si 9.5708 9.5708 30.8539 -0.0692 0.0346 0.0095
Si 2.7345 0 0.6835 0.0907 -0.0513 -0.002
Si 8.2035 0 0.6835 -0.0172 0.0339 0.0409
Si 0 2.7345 0.6835 -0.0786 0.0614 -0.0019
Si 5.469 2.7345 0.6835 0.0758 -0.0477 -0.0125
Si 2.7345 5.469 0.6835 0.0014 0.0473 0.0413
Si 8.2035 5.469 0.6835 0.0381 -0.0301 -0.0087
Si 0 8.2035 0.6835 0.0551 -0.0384 -0.0099
Si 5.469 8.2035 0.6835 -0.0496 0.0674 0.0108
Si 4.1018 1.3673 2.0507 -0.1038 0.0537 -0.0216
Si 9.5708 1.3673 2.0507 0.14 0.0384 -0.0494
Si 1.3673 4.1018 2.0507 -0.0491 -0.1507 -0.029
Si 6.8362 4.1018 2.0507 -0.0902 0.0172 0.0158
Si 4.1018 6.8362 2.0507 0.071 -0.0024 -0.0459
Si 9.5708 6.8362 2.0507 -0.0979 0.0025 0.0136
Si 1.3673 9.5708 2.0507 -0.1314 -0.0166 0.0117
Si 6.8362 9.5708 2.0507 -0.0173 -0.1167 -0.0361
Si 0 0 3.418 0.0607 0.2798 -0.6541
Si 5.469 0 3.418 0.0252 -0.1214 0.5478
Si 2.7345 2.7345 3.418 -0.1377 -0.3085 -0.7169
Si 8.2035 2.7345 3.418 0.1913 -0.0117 0.525
Si 0 5.469 3.418 -0.224 -0.2623 0.492
Si 5.469 5.469 3.418 -0.0331 0.1217 -0.5342
Si 2.7345 8.2035 3.418 0.0797 -0.2144 0.4302
Si 8.2035 8.2035 3.418 -0.2996 -0.1281 -0.4857
Si 1.4058 1.3234 4.7423 0.0079 0.003 0.04
Si 6.8565 1.3613 4.8397 -0.0044 -0.0128 0.0219
Si 4.0676 4.102 4.6804 0.01 0.0107 0.001
Si 9.5723 4.0737 4.9014 -0.0055 -0.0042 0.0349
Si 1.3654 6.7919 4.8245 -0.0007 -0.0063 0.0019
Si 6.8334 6.8093 4.7558 0.0019 0.0096 0.0439
Si 4.1129 9.5306 4.8511 0.0025 0.0178 0.0231
Si 9.5227 9.6208 4.6751 -0.0249 -0.0027 0.0095
Si 2.6953 -0.0464 6.1947 0.0004 -0.0661 -0.0194
Si 8.2052 -0.0973 6.205 -0.0292 0.0096 -0.0337
Si 0.0576 2.5704 6.2085 -0.0186 0.0245 -0.0354
Si 5.4004 2.7902 6.0555 0.0745 -0.009 -0.0585
Si 2.6559 5.2499 6.1581 -0.0689 -0.0374 -0.0034
Si 8.1055 5.4827 6.2504 0.0634 -0.021 -0.0541
Si -0.086 8.2601 5.9848 0.0407 -0.029 -0.0301
Si 5.4299 8.0546 6.2034 -0.0685 -0.0194 -0.0167
Si 3.726 1.7531 7.3097 0.0492 -0.0031 0.0997
Si 10.0629 0.7548 7.4293 -0.0685 0.0448 0.0416
Si 1.8921 3.3547 7.5181 -0.0182 0.016 0.0394
Si 6.2123 4.5436 7.4204 -0.0279 -0.0518 0.0612
Si 4.2984 6.2846 7.4161 -0.0024 0.0327 0.0394
Si 9.0986 7.3903 7.2669 -0.0012 -0.0225 0.0761
Si 0.9298 9.8185 7.415 0.0498 -0.0255 0.03
Si 7.217 9.0356 7.4111 0.0168 0.0238 0.046
O 6.6279 3.7814 8.8538 0.0077 0.0335 0.0146
O 6.6791 9.5171 8.9381 -0.0161 -0.0322 0.0012
O 9.9478 7.142 8.7018 -0.0611 0.0113 -0.0335
O 1.456 8.8816 8.7188 0.003 -0.0134 0.0012
O 4.4915 1.3928 8.7605 -0.0427 0.0315 -0.0363
O 1.6148 3.4501 9.1833 0.0346 -0.0125 -0.0224
O 9.4907 1.4681 8.8211 -0.0008 -0.0108 -0.0034
O 3.2643 6.6689 8.7219 0.0036 0.0319 -0.0104
O 7.96 8.2984 22.8302 0.0455 -0.0516 -0.0077
O 8.4111 3.3095 22.5335 -0.028 0.0037 0.0385
O 6.2219 5.5378 22.699 -0.1418 0.0565 -0.0214
O 2.8392 2.8434 22.535 0.0654 0.0082 0.0622
O 11.0988 11.0361 22.5808 0.0331 -0.0376 0.0591
O -0.7631 5.352 22.4362 -0.0236 0.0448 0.0491
O 2.5013 8.6265 22.5487 0.0606 0.024 0.0329
O 5.6697 0.5101 22.5886 -0.0568 0.0035 0.0421
Si 9.439 1.7242 10.4219 0.058 -0.021 0.0089
Si 4.0908 11.9491 10.2895 -0.0219 0.0627 -0.0017
Si 7.5626 4.1333 10.1369 -0.0012 0.0045 -0.0205
Si 6.6944 6.8328 11.3044 0.0172 -0.0009 0.0178
Si -3.0448 7.4944 17.0383 0.0038 0.0028 0.0094
Si 5.1755 6.0643 21.5801 0.0904 -0.013 -0.0018
Si 7.5889 6.3495 14.109 0.0138 0.0327 0.0129
Si 10.5275 2.189 19.5351 0.0283 0.0012 -0.0012
Si 2.7423 -2.8416 9.3648 0.0487 -0.001 -0.0323
Si 8.9746 -0.7011 12.3736 0.0039 -0.0037 0.0205
Si 12.4875 2.531 10.5532 0.0113 0.0341 -0.012
Si 3.2653 6.4488 14.9761 -0.0024 0.0182 0.0161
Si -1.6296 4.2704 21.5283 0.0085 0.0039 0.0577
Si 9.051 0.6987 14.8846 0.0391 -0.0166 0.0067
Si 6.6366 2.515 16.9052 -0.0232 0.0148 0.0315
Si -4.4053 -0.2155 13.9219 -0.0148 -0.0387 -0.0122
Si 7.4521 6.153 19.7275 0.0457 0.0153 -0.0045
Si 10.7559 -0.3692 21.0539 -0.0172 0.0102 0.0059
Si 9.3501 6.4408 10.0259 0.0145 -0.0036 0.0045
Si 16.3626 4.2662 14.6652 -0.0249 -0.0147 0.0029
Si 2.4686 9.1106 16.3282 0.0034 0.0233 0.0235
Si -1.3136 3.0073 16.601 0.005 -0.0242 0.0338
Si 3.5768 8.5727 21.3369 -0.065 -0.0389 0.0579
Si 2.3282 3.005 18.7469 -0.0018 -0.0255 0.002
Si -0.732 7.3386 12.6182 -0.0178 0.0234 0.032
Si 5.692 -0.1671 21.1099 0.0079 0.0372 0.0446
Si 3.4343 3.7753 21.3324 -0.033 -0.0194 -0.002
Si 8.1801 8.7998 21.3013 0.0124 -0.0364 0.0246
Si 12.0551 4.9513 16.5662 0.0308 -0.0101 0.0491
Si 5.1298 2.3012 19.4024 -0.0429 0.0325 -0.0125
Si 7.2868 10.3195 16.5973 0.0093 -0.0047 0.0015
Si 12.6798 9.0978 19.2223 -0.0127 -0.0099 -0.0175
Si 5.3605 9.2529 9.8656 0.0307 0.0126 -0.0297
Si 3.3721 10.7696 13.8492 -0.0236 0.0108 0.0479
Si 2.2868 -2.8911 12.5788 -0.0303 0.0134 0.0818
Si 11.0531 -3.1904 17.2572 0.0037 0.0085 0.0274
Si 3.5624 2.6081 12.613 -0.0279 0.0048 -0.0173
O 9.9644 1.9223 15.4175 -0.0097 0.0036 -0.0064
O 24.7733 12.3014 13.4927 -0.0032 -0.0143 -0.0036
O 9.1453 0.2698 11.094 -0.0107 -0.0053 -0.0081
O 5.8812 5.8831 20.1122 -0.0788 0.041 0.1718
O 6.6855 0.853 17.0663 -0.0029 -0.0065 0.019
O 4.8476 3.1562 20.768 0.0007 0.0075 0.0059
O 5.7446 0.8867 19.8777 0.0048 -0.0445 0.0709
O -2.0287 4.9233 9.6326 -0.0207 0.0382 0.0058
O 7.5077 1.0901 14.3358 -0.008 -0.0029 -0.0052
O 9.5004 7.6437 16.8874 -0.0043 -0.0015 -0.0022
O 6.6499 5.179 11.0682 0.0081 -0.0221 -0.0133
O 3.3304 7.7485 15.9893 0.0054 -0.0148 0.0055
O 2.4193 3.9544 20.0751 0.0242 -0.0005 0.0381
O 6.9191 4.8303 14.1985 0.0051 -0.0076 -0.0077
O 5.5757 3.0704 15.7824 0.011 -0.0017 -0.0032
O 9.7869 -0.0375 13.6399 -0.0057 0.0117 0.0161
O 6.1903 3.0257 18.3983 0.0096 -0.0029 0.0007
O 4.6114 5.5686 15.2386 0.003 0.0132 0.0105
O 9.7043 -1.6032 21.1189 -0.0075 -0.0235 0.0196
O 8.3733 4.9822 20.3866 -0.0067 0.0251 -0.0212
O 3.2427 -3.9251 13.4293 -0.0029 -0.001 -0.0188
O 6.7491 7.0971 12.9122 -0.0025 -0.0097 -0.0236
O 2.0282 3.9014 17.4233 -0.0158 0.0244 -0.0187
O 10.0018 0.8128 20.2169 0.0007 0.0049 0.0163
O -0.548 6.4142 11.2743 -0.0082 -0.0155 -0.0288
O 4.4597 3.6414 13.4898 0.0206 0.0081 -0.0004
O 4.013 9.0618 8.9617 -0.039 -0.0189 0.0097
O 7.0539 -1.0278 20.9506 -0.0104 -0.0163 0.0131
O 10.9157 2.2514 10.9212 -0.029 0.0029 -0.02
O 9.1985 -4.4064 13.6712 -0.0033 -0.0087 -0.0161
O 0.888 8.6668 16.1266 0.0023 0.0043 -0.0158
O 4.9157 10.5864 10.7148 0.0061 -0.0155 -0.0023
O 3.714 2.1606 18.5756 -0.0029 0.0039 0.0239
O 11.7247 6.2749 17.4394 -0.0126 -0.0144 -0.0066
O 4.2693 -0.9467 20.9552 0.017 -0.0082 0.0213
O -2.0919 10.6117 16.1547 -0.0054 0.0054 0.0019
O 1.1345 1.9587 19.0678 -0.0111 0.0084 0.0105
O 11.2851 8.4192 18.7207 0.0072 -0.0072 -0.0002
O 4.9795 -0.0249 13.5568 0.014 0.0008 -0.0074
O 10.6043 4.2587 16.2375 -0.0061 -0.0087 -0.0149
O 4.8319 7.6371 21.7805 -0.0118 -0.0712 -0.0155
O -2.7441 2.7583 10.7995 -0.0232 0.0151 -0.0121
O -2.9161 7.287 10.474 -0.0032 0.0049 0.0026
O 0.7792 -3.2689 13.13 0.0079 -0.0008 -0.0205
O 2.6896 -1.3265 12.9065 0.0055 -0.0136 -0.0285
O 2.9675 10.3568 15.3884 -0.0101 -0.0095 0.0055
O 9.5919 8.7703 12.1382 0.0166 -0.0211 0.0057
O 4.5797 13.0199 11.4283 0.0225 -0.0133 -0.0098
O 6.4648 9.8129 15.2756 0.0018 0.0109 -0.0076
O 7.2818 8.9659 17.5337 0.0007 0.0167 -0.0199
O 7.534 -4.6407 18.0956 -0.0064 0.0001 0.0287
O 7.3674 -0.8949 12.6904 -0.0061 0.0107 0
O 9.7553 2.4939 18.1391 0.0024 0.0075 -0.0065
O 8.0028 7.5683 20.2785 -0.0072 0.045 0.0824
O 12.1689 10.2238 20.2911 -0.0024 0.0028 0.0049
O 8.0232 3.2759 16.4928 0.0124 0.0016 0.002
O 2.5908 9.5991 17.8961 0.001 -0.0048 -0.0028
O 10.3534 3.3723 20.644 -0.0003 -0.0203 -0.0052
O 2.2779 3.2978 11.8256 0.008 -0.0103 -0.0023
O 5.539 7.8614 10.7474 -0.0245 0.0035 -0.0165
O 2.446 -14.0102 10.9622 -0.0003 0.0006 -0.055
O 1.9639 5.4637 15.2596 -0.0063 0.0002 -0.0171
O 7.3632 7.0612 15.5558 -0.0028 -0.0013 -0.0074
O 2.4131 1.107 10.3333 0.0287 -0.0494 -0.01
O 3.7582 5.2888 21.8318 0.0619 0.007 -0.0214
O 2.7417 8.0713 20.0224 0.0294 0.0056 0.045

Results
free energy: -131182.354 eV
free energy less fixed offsets of O -568.88, Si -635.61 eV per atom: 1.936 eV

The program warned: the cutoff lies below the one the program advises for these potential files; the forces do not sum to zero within the program's tolerance; the exchange-correlation potential is rough where the density is thin.
